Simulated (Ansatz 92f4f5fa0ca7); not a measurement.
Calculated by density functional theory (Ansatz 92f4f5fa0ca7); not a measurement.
Periodic cell of 252 atoms, Si132O88H32, with a vacuum gap, from a study of silicon, its oxide and their interface. The atomic structure is a simulated model.

Settings: functional r2SCAN; potential files Ansatz PAW; basis plane waves; wave-function cutoff 800 eV; density cutoff ratio 5; exchange-correlation grid ratio 1; k mesh 1 x 1 x 1, shifted by 0.5 0.5 0 of a step; self-consistency stop 1e-11 eV per atom in the density residual; occupations fixed; spin none; net charge 0; applied field sawtooth along c, amplitude +0.015 V/angstrom in the program's sign convention, ramp centred at 0.9888 of c and 0.0225 of c wide, no dipole correction.

Cell vectors (angstrom)
a, 10.88, 0, 0
b, 0, 10.88, 0
c, 0, 0, 44.5345

Atoms: element, x, y, z (angstrom)
Si, -0.1426, -0.0574, 31.2081
Si, 2.3206, 3.5487, 30.8126
Si, 0.5477, 5.1436, 31.1566
Si, 2.1749, 8.7846, 30.7595
Si, 5.903, -0.1526, 30.6339
Si, 8.5955, 2.1689, 30.7942
Si, 5.4627, 5.6221, 30.7988
Si, 7.8407, 8.2413, 30.8826
Si, 1.2511, 1.3058, 32.4047
Si, 4.2017, 4.1298, 32.0902
Si, 1.4272, 6.99, 32.2405
Si, 4.0385, 9.7371, 31.9181
Si, 6.9449, 1.2592, 32.2048
Si, 9.5421, 4.0305, 32.0139
Si, 6.6676, 6.8783, 32.3144
Si, 9.3786, 9.3553, 32.2867
Si, -0.0455, 2.8176, 33.6003
Si, 2.7864, 0.0361, 33.5718
Si, -0.0375, 8.1284, 33.63
Si, 2.8583, 5.5771, 33.5002
Si, 5.4825, 2.6719, 33.44
Si, 8.1562, -0.0655, 33.6607
Si, 5.2895, 8.3248, 33.4948
Si, 8.1436, 5.4045, 33.4324
Si, 1.4006, 4.2013, 34.8398
Si, 4.1247, 1.3982, 34.8966
Si, 1.3672, 9.5395, 34.8984
Si, 4.0864, 6.905, 34.9349
Si, 6.7968, 4.0623, 34.8268
Si, 9.5207, 1.3754, 34.9334
Si, 6.7134, 9.537, 34.9415
Si, 9.4729, 6.7353, 34.8927
Si, 0.0179, 0.0287, 36.2541
Si, 2.7254, 2.7789, 36.1912
Si, -0.0071, 5.4547, 36.2638
Si, 2.6818, 8.1849, 36.3017
Si, 5.4164, 0.0363, 36.3094
Si, 8.1286, 2.7266, 36.2579
Si, 5.4539, 5.4655, 36.1935
Si, 8.1116, 8.1335, 36.2235
Si, 1.3733, 1.4096, 37.572
Si, 4.0674, 4.1277, 37.5642
Si, 1.3095, 6.8292, 37.641
Si, 4.0483, 9.5488, 37.6458
Si, 6.7837, 1.3816, 37.6504
Si, 9.5105, 4.0774, 37.6098
Si, 6.7817, 6.7858, 37.5932
Si, 9.4982, 9.5222, 37.5598
Si, 0.0003, 2.7175, 6.9279
Si, 2.6769, 0.0434, 6.9358
Si, -0.0438, 8.2071, 6.9528
Si, 2.6758, 5.4362, 6.92
Si, 5.3972, 2.7636, 6.9265
Si, 8.1603, -0.0169, 6.9298
Si, 5.4297, 8.1478, 6.9248
Si, 8.1348, 5.4513, 6.9225
Si, 1.3246, 4.0813, 8.3129
Si, 4.0168, 1.4089, 8.2749
Si, 1.317, 9.5827, 8.3163
Si, 4.0302, 6.801, 8.2495
Si, 6.7788, 4.0929, 8.2835
Si, 9.5464, 1.3291, 8.2774
Si, 6.8057, 9.4909, 8.2905
Si, 9.4581, 6.8384, 8.2739
Si, -0.0235, 0.0254, 9.7559
Si, 2.6441, 2.6953, 9.7083
Si, -0.0883, 5.4672, 9.5977
Si, 2.6934, 8.1816, 9.6005
Si, 5.3961, 0.0093, 9.5323
Si, 8.1753, 2.697, 9.5775
Si, 5.3591, 5.4322, 9.6072
Si, 8.1518, 8.1525, 9.7254
Si, 1.2933, 1.3933, 11.1899
Si, 4.0407, 4.0547, 10.9961
Si, 1.2659, 6.8459, 10.8995
Si, 4.0758, 9.5607, 10.9234
Si, 6.802, 1.3066, 10.8507
Si, 9.4765, 4.0768, 10.9722
Si, 6.7022, 6.7623, 10.9719
Si, 9.5126, 9.5382, 11.1381
Si, -0.1024, 2.8492, 12.5345
Si, 2.7702, -0.0256, 12.404
Si, 0.1188, 8.2297, 12.4448
Si, 2.6028, 5.4672, 12.1904
Si, 5.5001, 2.6474, 12.2262
Si, 8.0855, 0.0717, 12.3865
Si, 5.4794, 8.2599, 12.2955
Si, 7.9074, 5.24, 12.2978
Si, 1.1661, 4.4736, 13.7742
Si, 4.4521, 1.0874, 13.5584
Si, 1.7892, 9.2159, 13.7637
Si, 3.8654, 7.0024, 13.3446
Si, 7.0051, 3.596, 13.7382
Si, 8.9081, 1.8844, 13.6541
Si, 6.618, 9.7357, 13.8057
Si, 10.005, 6.8245, 13.9935
Si, 5.5643, 5.5817, 15.5597
Si, 9.4833, 11.9502, 16.6157
Si, 3.4438, 6.1149, 17.9809
Si, 21.1895, 3.357, 20.7509
Si, 14.6679, -9.8144, 17.7019
Si, 19.543, 3.4641, 18.1104
Si, 1.3173, 0.0617, 16.267
Si, 13.4971, 13.4202, 15.6112
Si, 9.312, -5.4859, 22.734
Si, 17.4191, 0.0506, 22.7702
Si, 11.9366, 18.0818, 19.2192
Si, 8.8342, -4.3897, 18.4447
Si, 7.9023, -3.1309, 15.9285
Si, 4.4605, 4.3919, 21.7706
Si, 5.1651, 10.8651, 19.9825
Si, 5.5776, 3.7169, 26.1433
Si, 16.1098, 8.6663, 24.2876
Si, 9.8489, 4.0945, 27.3609
Si, -4.1071, 1.185, 17.8662
Si, 4.6417, 7.8691, 20.2777
Si, 1.5253, 4.9906, 28.4693
Si, 6.954, 6.2606, 21.0518
Si, 15.5478, 2.0771, 23.8463
Si, 3.3201, 6.9389, 22.8046
Si, 11.2125, 7.5947, 23.6185
Si, 12.987, 4.4906, 19.8459
Si, 19.2664, 3.5834, 24.9166
Si, 9.6615, 11.4535, 22.1377
Si, 9.1185, 12.1794, 26.5712
Si, -0.0215, 10.3139, 24.8838
Si, 3.5457, 7.0567, 28.7588
Si, 6.7738, 1.7259, 28.3642
Si, 11.6496, 9.4203, 21.351
Si, 5.7417, 6.7956, 26.7463
Si, 13.5867, -0.2988, 23.7133
Si, 7.8054, 5.9863, 28.8048
O, 2.5821, 6.0671, 27.9159
O, 0.9679, -1.0161, 30.4072
O, 2.0109, 1.9759, 31.0815
O, 2.3716, 3.7854, 29.1791
O, 0.5503, 5.6623, 29.5791
O, 2.6748, 8.3058, 29.2784
O, 3.4274, 3.956, 20.6124
O, 5.7903, 0.7181, 29.2114
O, 18.8928, -4.6229, 22.2807
O, 9.7624, 1.0428, 30.3952
O, 7.7297, 2.4898, 29.4392
O, 4.1787, 6.3497, 30.0748
O, 6.5919, 5.2606, 29.6424
O, 9.2265, 4.499, 25.9401
O, 8.3776, 7.2542, 29.6687
O, 2.0313, 3.9436, 15.0796
O, 7.8834, 6.2288, 19.7289
O, 3.8734, 2.0528, 14.733
O, 14.3942, 5.353, 22.6687
O, 2.8684, 8.0347, 14.1533
O, 13.019, -3.7222, 17.9571
O, -0.8101, 2.1016, 21.7536
O, 4.6621, 5.9731, 14.3022
O, 20.0381, 3.2646, 19.6298
O, 8.664, 6.286, 13.2945
O, 9.4021, 1.1125, 15.0138
O, 12.3075, 12.3333, 15.4284
O, 5.4796, 10.8574, 14.2298
O, 9.4026, 7.5041, 15.3401
O, 15.5547, 7.3503, 23.5624
O, 2.68, -0.0457, 17.1835
O, 4.4144, 6.7536, 19.1268
O, 16.9619, 7.6222, 20.9867
O, 6.2685, 4.1454, 15.1567
O, 12.1158, -1.157, 15.2173
O, 7.276, 9.073, 15.1794
O, 19.6468, 5.0301, 17.6837
O, 6.5648, 0.4366, 19.292
O, 8.1813, -3.1908, 17.5398
O, 11.7896, 14.2881, 20.0551
O, 17.677, -4.2823, 15.7085
O, 16.3105, 0.1001, 21.5679
O, 10.7684, 11.0426, 17.0559
O, 23.2874, -4.8951, 20.2305
O, 8.0376, 0.3338, 22.19
O, 14.8672, 0.9233, 19.3194
O, 6.0205, 1.1611, 23.843
O, 15.3745, 2.8582, 25.275
O, 3.1505, 13.3419, 17.1499
O, -1.2373, 13.4781, 17.1472
O, -7.5265, 1.1762, 23.533
O, 8.7661, 4.0612, 23.4522
O, 13.5708, 4.7215, 18.3487
O, 8.7325, -8.857, 25.1637
O, 8.0614, 11.3659, 17.1595
O, 0.0101, 8.2657, 22.1917
O, -0.3738, 10.5478, 21.0643
O, 1.1743, 8.6687, 19.9536
O, 10.1492, -6.0927, 21.4954
O, 5.8455, 5.0616, 21.2091
O, 11.0185, 5.6049, 14.3775
O, 26.4517, 9.3509, 19.6466
O, 14.7877, 9.643, 24.3158
O, 17.7121, 3.8415, 25.1487
O, 10.0854, 10.9181, 26.1965
O, -5.5507, 0.9737, 17.1167
O, -1.0685, 2.4648, 27.4904
O, -3.7053, 2.7733, 18.0093
O, 0.535, 4.4873, 27.3156
O, 12.4369, 10.6885, 24.8576
O, -3.6776, 6.5586, 27.4108
O, 1.9381, 7.2535, 23.6047
O, 10.382, 6.8982, 18.7897
O, 1.9922, 10.048, 22.3028
O, 10.2822, 6.2731, 23.695
O, 5.8577, 7.9688, 25.6205
O, 6.4165, -1.3945, 23.5267
O, 5.1576, 5.2811, 26.4178
O, 15.3724, 16.6085, 16.7904
O, 5.9634, 2.8593, 27.4936
O, 15.6259, 7.5018, 27.8072
O, 7.7543, 0.8719, 27.3609
O, 8.977, 4.9021, 28.4824
O, 15.7554, 14.0011, 22.6418
O, 10.1909, 11.012, 23.5938
O, -0.073, 8.6757, 24.7783
O, 3.4461, 7.7137, 21.3731
O, 6.8611, 9.4262, 30.2708
H, 2.1756, 0.5688, 38.5045
H, 0.5318, 2.2112, 38.5045
H, 4.8787, 3.2955, 38.4967
H, 3.2207, 4.9238, 38.4967
H, 0.4951, 7.6584, 38.5734
H, 2.1233, 5.9995, 38.5734
H, 4.8643, 8.7212, 38.5782
H, 3.2275, 10.3715, 38.5782
H, 5.9606, 2.202, 38.5828
H, 7.599, 0.5533, 38.5828
H, 10.3353, 3.2586, 38.5423
H, 8.6881, 4.8987, 38.5423
H, 5.9629, 7.6106, 38.5257
H, 7.6091, 5.9697, 38.5257
H, 8.6774, 10.345, 38.4923
H, 10.3271, 8.7075, 38.4923
H, -0.8245, 3.5363, 5.9955
H, 0.8418, 1.9159, 5.9955
H, 3.4978, -0.7794, 6.0034
H, 1.8746, 0.8842, 6.0034
H, -0.8727, 9.0218, 6.0203
H, 0.7706, 7.3779, 6.0203
H, 1.862, 6.2659, 5.9876
H, 3.5224, 4.6401, 5.9876
H, 4.586, 3.5957, 5.994
H, 6.2204, 1.9431, 5.994
H, 7.345, 0.8114, 5.9973
H, 8.9812, -0.8396, 5.9973
H, 6.2485, 7.3229, 5.9923
H, 4.6137, 8.9753, 5.9923
H, 8.9572, 4.63, 5.99
H, 7.3073, 6.2673, 5.99

Results
free energy: -135120.971 eV
free energy less fixed offsets of H -15.71, O -570.45, Si -639.56 eV per atom: 3.269 eV

Forces (eV/angstrom), in the order of the atoms: element, x, y, z
Si, -0.0015, -0.0009, 0.0151
Si, -0.0018, -0.0069, 0.0069
Si, -0.001, 0.0055, 0.0107
Si, 0.0017, -0.006, 0.0201
Si, -0.002, 0.0006, 0.0341
Si, 0.0065, 0.0025, 0.0262
Si, -0.0029, -0.0027, 0.0215
Si, -0.0003, 0.0016, 0.0195
Si, -0.0175, -0.0072, 0.0036
Si, 0.0002, 0.0009, -0.0068
Si, 0.0052, -0.0077, -0.013
Si, -0.0032, 0.0005, -0.0119
Si, 0.0019, -0.0029, -0.0181
Si, 0.0086, -0.0031, -0.0138
Si, 0.0004, -0.0004, -0.0062
Si, -0.001, 0.0027, -0.0197
Si, -0.0076, -0.0047, 0.0107
Si, -0.0041, -0.0038, 0.0062
Si, -0.0035, -0.0029, 0.0082
Si, -0.014, 0.0042, 0.0063
Si, 0.0006, -0.0014, 0.0062
Si, 0.0068, 0.0087, 0.0055
Si, 0.0022, 0.002, 0.0105
Si, 0.0126, -0.0025, 0.0121
Si, -0.0112, -0.0051, 0.0159
Si, 0.0011, -0.0115, 0.0249
Si, 0.0029, -0.0005, 0.0188
Si, 0.0012, 0.0048, 0.0191
Si, 0.0037, 0.0127, 0.0354
Si, -0.0008, 0.0032, 0.0056
Si, 0.0057, -0.0018, 0.0156
Si, 0.012, 0.0206, 0.0145
Si, -0.0013, -0.0069, 0.1563
Si, -0.0159, 0.0209, 0.1667
Si, 0.0048, -0.0367, 0.1897
Si, -0.0127, 0.0187, 0.1987
Si, -0.017, 0.0062, 0.2062
Si, 0.0257, -0.0007, 0.1955
Si, 0.006, -0.0278, 0.1674
Si, 0.0138, 0.0139, 0.1661
Si, -0.0174, -0.0352, 0.2928
Si, -0.0076, -0.0228, 0.1999
Si, 0.0394, -0.0012, 0.3686
Si, -0.0856, 0.0483, 0.3789
Si, -0.0168, 0.0405, 0.3687
Si, 0.0506, -0.0353, 0.2465
Si, 0.1245, -0.0079, 0.4431
Si, 0.0175, 0.0094, 0.1916
Si, 0.0059, -0.0128, -0.2809
Si, -0.0282, -0.0248, -0.37
Si, 0.0421, -0.0016, -0.2289
Si, -0.0526, 0.0466, -0.293
Si, 0.0162, -0.0384, -0.3108
Si, 0.002, -0.0316, -0.2524
Si, 0.0522, -0.0301, -0.3036
Si, -0.1299, 0.1015, -0.3491
Si, -0.0251, 0.021, -0.1792
Si, 0.0252, -0.0208, -0.1813
Si, 0.0404, -0.0455, -0.172
Si, -0.0141, 0.0135, -0.1839
Si, 0.0088, -0.0128, -0.1754
Si, -0.0377, 0.0388, -0.1862
Si, -0.025, 0.0226, -0.1812
Si, 0.0261, -0.007, -0.1793
Si, 0.0063, 0.0018, -0.0268
Si, 0.01, 0.0028, -0.0356
Si, -0.0027, -0.01, -0.0097
Si, 0.0006, -0.0025, -0.0097
Si, -0.0047, -0.0051, -0.0096
Si, 0.002, 0.0033, -0.0064
Si, -0.0118, -0.0071, -0.0256
Si, -0.0089, -0.0031, -0.0275
Si, -0.001, 0.0005, -0.0142
Si, 0.0042, 0.0093, -0.0114
Si, 0.0129, -0.0063, -0.0014
Si, 0.0075, -0.0033, -0.0086
Si, -0.0128, 0.0071, -0.0058
Si, -0.0061, 0.0043, 0.0053
Si, -0.0039, 0.0008, -0.0035
Si, -0.0007, -0.0035, -0.012
Si, -0.0069, 0.0119, 0.0125
Si, 0.0043, -0.0105, 0.0073
Si, 0.0031, -0.0095, 0.0075
Si, -0.0083, 0.0051, 0.0148
Si, 0.0098, -0.0134, 0.0176
Si, -0.0087, 0.0097, 0.0134
Si, -0.0094, 0.0053, 0.0123
Si, 0.008, -0.0149, 0.0116
Si, 0.0099, 0.0001, -0.0019
Si, 0.0003, 0.0127, 0.0079
Si, -0.0003, 0.0043, 0.0083
Si, 0.0086, -0.0075, 0.001
Si, -0.0192, 0.0102, 0.0026
Si, 0.0133, -0.0139, 0.0121
Si, 0.0026, -0.0041, -0.0026
Si, -0.0067, 0.0012, 0.0097
Si, -0.0059, 0.0052, 0.0181
Si, -0.002, 0.0024, 0.0482
Si, -0.0056, 0.0034, 0.0245
Si, -0.0028, 0.0005, 0.0213
Si, 0.0067, -0.0017, 0.0207
Si, -0.0029, 0.0065, 0.0334
Si, 0.004, 0.0065, 0.0265
Si, 0.0015, -0.0037, 0.0259
Si, -0.0026, -0.0054, 0.0307
Si, -0.0034, -0.0001, 0.0209
Si, 0.0011, 0.0036, 0.0233
Si, 0.0021, -0.0052, 0.0273
Si, -0.0012, -0.0056, 0.0188
Si, 0.0025, -0.0038, 0.0208
Si, 0.0031, -0.0049, 0.0317
Si, 0.0054, 0.0064, 0.0262
Si, 0.0042, -0.0063, 0.0237
Si, 0.0062, 0.0046, 0.0293
Si, -0.0045, -0.0002, 0.0195
Si, -0.0024, 0.0008, 0.0204
Si, -0.0001, 0.0032, 0.0226
Si, 0.0005, -0.0014, 0.0275
Si, 0.0002, 0.003, 0.0279
Si, 0.002, 0.0011, 0.024
Si, -0.0017, 0.0008, 0.0242
Si, 0.0001, -0.0035, 0.0173
Si, 0.0008, -0.0003, 0.0301
Si, -0.0008, -0.005, 0.0186
Si, -0.0071, 0.0081, 0.0332
Si, -0.0048, 0.0034, 0.0317
Si, -0.0075, 0.0042, 0.031
Si, 0.0023, -0.0001, 0.0304
Si, -0.0006, 0.0048, 0.0255
Si, 0.0008, -0.0044, 0.0383
Si, -0.001, 0.0022, 0.0257
Si, -0.0001, 0.0027, 0.0315
O, 0.0013, -0.0003, -0.0179
O, 0.0048, -0.0031, -0.01
O, 0.0117, 0.0091, -0.0118
O, 0.0007, 0.0028, -0.0165
O, -0.0001, -0.0036, -0.0172
O, 0.0055, -0.004, -0.0145
O, -0.008, 0.0003, -0.0159
O, 0.002, 0.004, -0.019
O, -0.0048, 0.0042, -0.0119
O, -0.0064, 0.0008, -0.002
O, -0.0051, 0, -0.0199
O, -0.0002, 0.0057, -0.0128
O, 0.0043, -0.0003, -0.0122
O, -0.01, -0.0019, -0.0201
O, 0.0019, -0.0051, -0.0171
O, -0.007, 0.0044, -0.0135
O, 0.0072, 0.0016, -0.0169
O, 0.0037, -0.0068, -0.0102
O, 0.0018, -0.0043, -0.011
O, -0.0037, 0.0056, -0.0106
O, 0.0021, 0.0001, -0.0091
O, 0.0022, 0.0062, -0.0178
O, -0.004, 0.0017, -0.0115
O, -0.0101, 0.0003, -0.0225
O, 0.0036, 0.0089, -0.0146
O, -0.0036, 0.005, -0.0106
O, -0.0004, 0.0019, -0.0115
O, 0.0032, -0.0051, -0.0099
O, 0.0086, -0.0001, -0.018
O, -0.0072, -0.0045, -0.0106
O, -0.0062, 0.0002, -0.0123
O, -0.0031, -0.0057, -0.0193
O, -0.0012, 0.0004, -0.0088
O, 0.0067, -0.0067, -0.0134
O, 0.0038, -0.0077, -0.0214
O, -0.0047, 0.0097, -0.0196
O, -0.0003, -0.0002, -0.0085
O, 0.0032, 0.0042, -0.0107
O, -0.0052, 0.0078, -0.0199
O, 0.003, 0.0004, -0.0116
O, -0.0002, 0.0008, -0.015
O, -0.0092, -0.0007, -0.0259
O, 0.0025, -0.0013, -0.0124
O, -0.0006, 0.0015, -0.0046
O, 0.0013, 0, -0.0138
O, -0.002, 0.0025, -0.0149
O, 0.0021, -0.0041, -0.006
O, -0.0055, -0.008, -0.0205
O, -0.0026, 0.0029, -0.0148
O, 0.0015, -0.0052, -0.0079
O, -0.0022, -0.0005, -0.0063
O, 0.0036, 0.0084, -0.0184
O, 0.0046, 0.0005, -0.0157
O, -0.0006, 0.0022, -0.0164
O, 0.0067, -0.0012, -0.0064
O, 0.0007, 0.0045, -0.0143
O, 0.0016, -0.0017, -0.0128
O, 0.0021, -0.0067, -0.0194
O, 0.0033, -0.0055, -0.0127
O, 0.0021, 0.0017, -0.0097
O, 0.0005, 0.0008, -0.0075
O, -0.0007, 0.0023, -0.0135
O, -0.005, 0.0009, -0.0057
O, 0.0041, -0.0004, -0.014
O, 0.0069, -0.0078, -0.0148
O, -0.0029, 0.0013, -0.0085
O, -0.0036, -0.0068, -0.0121
O, -0.0013, -0.0017, -0.0118
O, -0.0065, -0.0036, -0.011
O, 0.0021, -0.0014, -0.0072
O, -0.0057, 0.0016, -0.0151
O, 0.0009, -0.0006, -0.0072
O, -0.0058, -0.0007, -0.0095
O, -0.0062, -0.004, -0.0119
O, -0.0017, -0.0028, -0.0113
O, -0.0044, 0.015, -0.0247
O, 0.0023, 0.0037, -0.0113
O, 0.0001, -0.0061, -0.0038
O, 0.0089, -0.0035, -0.0173
O, -0.0051, 0.0067, -0.0178
O, 0.0106, -0.0021, -0.0152
O, 0.0071, -0.001, -0.0174
O, 0.0032, -0.004, -0.0104
O, -0.0014, 0.0072, -0.017
O, -0.005, 0.0013, -0.0187
O, 0.0013, -0.0036, -0.0071
O, 0.0027, 0.0026, -0.0191
O, -0.0014, 0.0048, -0.0053
H, -0.2092, 0.3988, -0.2973
H, 0.373, -0.2491, -0.284
H, -0.2424, 0.3038, -0.2997
H, 0.3401, -0.21, -0.3055
H, 0.3315, -0.3631, -0.2313
H, -0.2844, 0.2695, -0.2412
H, -0.2301, 0.2749, -0.2729
H, 0.3146, -0.3452, -0.2059
H, 0.2999, -0.2638, -0.2325
H, -0.2492, 0.334, -0.2419
H, -0.3694, 0.275, -0.2464
H, 0.3289, -0.2546, -0.2792
H, 0.2042, -0.2975, -0.3043
H, -0.3225, 0.302, -0.2521
H, 0.2552, -0.2983, -0.318
H, -0.3803, 0.3101, -0.2851
H, 0.2221, -0.2912, 0.291
H, -0.3509, 0.4068, 0.2343
H, -0.2508, 0.1917, 0.2929
H, 0.3425, -0.4321, 0.2192
H, 0.4126, -0.3783, 0.2406
H, -0.1939, 0.291, 0.2948
H, 0.1787, -0.3341, 0.2542
H, -0.3932, 0.2826, 0.2538
H, 0.3793, -0.3194, 0.2478
H, -0.2755, 0.1664, 0.2741
H, 0.2069, -0.2018, 0.31
H, -0.4201, 0.3953, 0.2024
H, -0.3692, 0.3113, 0.2345
H, 0.2688, -0.1841, 0.2807
H, -0.2355, 0.2783, 0.2991
H, 0.3111, -0.3718, 0.2181

The program warned: the cutoff lies below the one the program advises for these potential files; the forces do not sum to zero within the program's tolerance; empty levels may hold ghost states of the PAW files; the exchange-correlation potential is rough where the density is thin.
